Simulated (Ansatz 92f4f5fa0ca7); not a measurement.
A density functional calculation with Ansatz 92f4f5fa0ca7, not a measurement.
Periodic cell of 234 atoms, Si134O100, from a study of silicon, its oxide and their interface. The atomic structure is a simulated model.

Settings: functional PBE; potential files Ansatz PAW; basis plane waves; wave-function cutoff 700 eV; density cutoff ratio 5; exchange-correlation grid ratio 2; k mesh 2 x 2 x 1, shifted by 0.5 0.5 0.5 of a step; self-consistency stop 5e-08 eV per atom in the density residual; occupations Fermi-Dirac, 0.05 eV; spin none; net charge 0.

Cell vectors (angstrom)
a	11.5983	0	0
b	0	15.4644	0
c	-4.0259	0.0524	23.1089

Atoms: element, x, y, z (angstrom)
Si	0.7937	0.2323	0.4889
Si	0.6292	4.7231	0.3769
Si	0.3976	7.8571	0.5495
Si	0.9967	12.5825	0.6478
Si	4.9413	0.6446	0.8565
Si	4.389	5.2337	0.3405
Si	4.2315	8.3345	0.7026
Si	4.5517	13.059	0.9532
Si	8.5209	0.3054	1.1173
Si	8.098	4.7245	0.4243
Si	8.3608	7.8592	0.5325
Si	8.2888	12.7524	0.653
Si	2.7451	0.8628	1.8376
Si	2.5325	4.6346	1.7963
Si	2.3174	8.4106	1.9962
Si	2.649	12.6011	2.2794
Si	6.6068	0.6346	2.4265
Si	6.2626	4.654	1.8827
Si	6.3516	8.4805	1.8017
Si	6.5017	12.4545	2.1373
Si	10.5968	0.5198	2.0888
Si	10.206	4.3798	1.6959
Si	10.174	8.1259	2.0337
Si	10.412	12.1778	1.7204
Si	2.6217	2.7322	3.2704
Si	2.4435	6.4443	3.3197
Si	2.5487	10.4327	3.2833
Si	2.6761	14.5468	3.48
Si	6.4477	2.7287	3.4135
Si	6.3164	6.541	3.2794
Si	6.4373	10.381	3.2463
Si	6.5332	14.1941	3.679
Si	10.3711	2.5702	3.2617
Si	10.2128	6.2168	3.3194
Si	10.2886	10.2632	3.1624
Si	10.4662	14.0482	3.3585
Si	0.6705	2.6744	4.6825
Si	0.5508	6.3359	4.7126
Si	0.5998	10.3649	4.5749
Si	0.7331	14.3188	4.7759
Si	4.5161	2.7151	4.7711
Si	4.3914	6.4842	4.6945
Si	4.4981	10.3578	4.6298
Si	4.5433	14.3435	4.8886
Si	8.4478	2.6236	4.7173
Si	8.2657	6.3775	4.6585
Si	8.3781	10.3583	4.6008
Si	8.569	14.1737	4.802
Si	0.6696	0.7896	6.1645
Si	0.5977	4.492	6.1923
Si	0.5897	8.3871	5.8775
Si	0.7468	12.3022	5.9517
Si	4.5726	0.8026	6.2163
Si	4.4706	4.6122	6.188
Si	4.4266	8.4214	6.0228
Si	4.5053	12.3103	6.0297
Si	8.5159	0.6605	6.1272
Si	8.3547	4.5214	6.1413
Si	8.3006	8.3836	5.9165
Si	8.4384	12.2484	6.0965
Si	2.6106	0.8842	7.5887
Si	2.5231	4.4935	7.5643
Si	2.4473	8.4488	7.3591
Si	2.6012	12.3849	7.3891
Si	6.5782	0.6161	7.512
Si	6.4506	4.5935	7.5369
Si	6.4052	8.3956	7.3706
Si	6.4227	12.3445	7.3845
Si	10.3741	0.6814	7.6216
Si	10.2498	4.5491	7.5772
Si	10.2604	8.3552	7.2185
Si	10.4689	12.2857	7.3245
Si	2.5543	2.7413	9.2076
Si	2.3854	6.4685	8.7415
Si	2.4824	10.4625	8.667
Si	2.7156	14.3289	8.7696
Si	6.4295	2.5799	8.7571
Si	6.4989	6.5471	8.968
Si	6.3476	10.4038	8.6203
Si	6.5992	14.1171	8.98
Si	10.2827	2.6441	9.0195
Si	10.237	6.6085	8.7772
Si	10.2984	10.2936	8.4563
Si	10.5679	14.0367	8.9149
Si	0.484	2.2803	10.5161
Si	0.5145	6.8733	10.1852
Si	0.5198	10.0621	9.8688
Si	1.015	14.5363	10.3997
Si	4.6961	2.2888	10.3169
Si	4.3312	6.8687	9.9126
Si	4.4027	10.0973	9.9321
Si	4.5655	14.5736	10.2523
Si	8.2312	2.4629	10.2314
Si	8.5366	7.31	10.3469
Si	8.369	10.3463	9.7033
Si	8.6503	13.3817	10.1489
Si	3.3664	10.4311	12.883
Si	5.6426	4.7956	14.9105
Si	0.9792	2.2564	15.691
Si	9.7504	3.2181	15.8227
Si	3.3922	3.6026	16.6488
Si	2.9518	0.8044	17.2766
Si	8.8288	0.0888	12.1043
Si	7.6751	11.4553	14.4333
Si	8.8676	1.716	18.42
Si	9.7719	6.2629	15.6805
Si	0.4294	9.9472	12.7415
Si	-0.2388	1.7804	20.0535
Si	10.54	7.1228	12.67
Si	5.151	10.8064	19.4064
Si	7.9451	-1.0081	17.3209
Si	10.6752	10.9059	15.2383
Si	5.2264	6.4374	12.5793
Si	5.2765	7.8853	18.9647
Si	6.5454	3.9027	12.3043
Si	10.2553	12.3584	17.7003
Si	-0.8023	11.0241	22.2574
Si	8.7386	2.4107	21.3578
Si	0.6431	4.7161	20.3113
Si	6.1742	9.0138	21.4712
Si	10.9114	1.9839	13.2813
Si	2.9554	13.4647	12.6515
Si	7.335	14.4285	14.3564
Si	4.296	-1.2159	15.2638
Si	3.1244	12.6098	20.8835
Si	0.4531	11.4827	19.6218
Si	2.4	15.6368	20.1803
Si	10.9359	9.6594	17.8215
Si	3.1836	2.1776	22.2539
Si	5.8862	12.4063	16.878
Si	5.8306	9.1437	13.9275
Si	2.7115	6.0059	18.6616
Si	6.9348	7.3154	16.2774
Si	-0.0976	6.784	18.2205
O	4.7582	14.5635	0.1947
O	9.2834	11.4822	22.7459
O	0.849	3.7907	-1.0076
O	0.8998	14.1084	-0.0774
O	6.1491	10.4524	20.6636
O	-0.5282	9.5956	16.1785
O	11.6891	10.9576	13.9849
O	-0.1189	12.7512	18.7278
O	5.7183	1.7434	-0.202
O	0.331	4.6493	21.9078
O	1.4511	1.022	16.6537
O	4.3592	6.8618	-0.0659
O	3.7648	9.4885	-0.3992
O	0.6957	10.2543	18.5471
O	7.7277	12.0838	-0.7742
O	6.8595	10.3557	13.5441
O	7.5324	8.8886	22.3696
O	8.4578	-1.1084	0.2455
O	4.4268	1.5655	23.1097
O	7.5864	3.7345	-0.8449
O	8.8342	8.8653	-0.7149
O	-0.7384	11.0334	20.6391
O	9.1467	10.8201	14.6832
O	2.8067	14.2122	20.8718
O	0.5856	1.6305	14.2426
O	0.8395	0.6784	10.7492
O	6.49	5.8145	15.8447
O	0.1191	6.3782	11.7601
O	5.8031	7.9513	12.8105
O	5.7488	-0.888	14.6214
O	4.224	13.6774	11.6231
O	4.3334	9.7946	14.0529
O	5.2297	3.1199	11.6806
O	10.9967	6.2942	16.7545
O	6.4472	5.5094	11.9948
O	3.5943	2.2777	17.5828
O	4.4121	8.4837	10.0881
O	4.2466	10.5751	11.5118
O	1.5797	13.8758	11.8421
O	8.2642	0.9065	10.8117
O	4.6865	5.7467	13.963
O	9.1195	6.8763	11.8677
O	8.0114	0.3524	18.1889
O	8.5031	11.7576	10.5958
O	8.3939	8.9631	10.6262
O	9.0224	14.0307	11.6086
O	7.7229	15.5789	13.2925
O	4.6055	16.1588	10.8018
O	2.8721	11.9379	13.2022
O	2.8371	15.4116	18.6324
O	-0.3785	5.6958	19.4315
O	1.5287	7.0239	18.1432
O	3.2159	1.4579	20.7816
O	2.015	9.5029	12.8414
O	9.7571	2.64	14.2754
O	10.686	8.1912	18.482
O	0.2561	10.8075	11.3495
O	6.4737	-1.6674	17.5124
O	11.5135	2.8569	12.0093
O	2.2253	3.3039	15.5392
O	9.2023	4.74	15.733
O	3.1867	-1.1933	14.0685
O	10.9907	8.6919	12.8389
O	10.2489	0.6485	12.6419
O	11.3075	3.0695	16.3256
O	8.5751	7.3036	16.1433
O	10.8084	12.277	16.1492
O	2.1567	5.2803	20.0192
O	6.297	8.4878	15.3435
O	6.9332	11.6972	15.8593
O	0.8007	16.0094	20.288
O	7.7001	12.9385	13.7537
O	7.9316	3.3768	11.616
O	10.3527	6.5453	14.1871
O	8.8117	2.5184	16.9842
O	8.2537	2.4606	19.7678
O	3.9048	-0.013	16.2672
O	4.033	6.3731	11.4879
O	2.9919	4.8971	17.5154
O	6.3651	7.6348	17.7697
O	8.1938	-0.7521	15.7282
O	-1.2508	2.0331	21.321
O	4.784	3.8446	15.8768
O	5.8609	11.3066	18.0489
O	1.7856	11.8127	20.4382
O	4.5064	9.3503	18.9543
O	4.203	12.0723	19.7794
O	4.4816	12.824	16.11
O	9.0736	-2.036	17.8789
O	-3.547	1.2186	22.2544
O	10.4329	1.3727	18.7606
O	4.1063	6.7689	18.9236
O	0.7529	8.4941	10.3481
O	0.296	12.1129	22.7775
O	0.5727	6.3259	-0.1229
O	8.2336	6.3124	-0.1312
O	6.5478	3.8136	13.9505
O	9.7586	10.8084	18.0669
O	6.1368	7.8064	20.3521
O	0.5434	3.1837	19.7393

Results
free energy: -142070.281 eV
free energy less fixed offsets of O -569.03, Si -635.61 eV per atom: 4.459 eV
pressure: -0.57 GPa
stress xx, yy, zz, yz, xz, xy (GPa, positive in tension): 0.24, 0.65, 0.83, 0.14, 0.03, -0.36

Forces (eV/angstrom), in the order of the atoms: element, x, y, z
Si	-0.1314	0.0009	-0.2182
Si	-0.1165	0.0392	-0.1608
Si	-0.1401	0.1399	-0.1554
Si	0.2512	0.013	-0.1664
Si	0.3821	-0.2151	-0.5323
Si	0.0013	-0.1129	-0.2232
Si	-0.2413	0.0406	-0.218
Si	0.1444	-0.0396	-0.6789
Si	0.2419	0.2183	-0.4913
Si	-0.0272	0.2331	0.1648
Si	-0.0336	0.0889	-0.1922
Si	0.0297	0.069	-0.642
Si	-0.0825	-0.2505	-0.2301
Si	0.1265	0.0791	-0.2264
Si	-0.0346	-0.1222	-0.1358
Si	0.0174	-0.1252	-0.1671
Si	0.0988	-0.0551	-0.0293
Si	-0.0669	-0.0977	-0.2753
Si	0.1745	-0.1796	-0.1265
Si	-0.2564	0.0511	-0.1181
Si	-0.0516	-0.0081	-0.23
Si	-0.0596	0.0948	-0.2605
Si	0.1439	0.0823	-0.145
Si	0.0378	0.1435	-0.1044
Si	-0.0184	0.1695	0.0332
Si	-0.0499	0.0992	0.0785
Si	0.002	-0.0956	-0.0989
Si	0.012	0.0855	0.0828
Si	0.0265	0.3329	-0.0202
Si	-0.0088	0.0011	0.0866
Si	0.0184	-0.0359	-0.0086
Si	0.0282	0.0956	0.2928
Si	-0.0022	0.0383	-0.0024
Si	0.0125	-0.276	0.1122
Si	-0.0468	0.027	-0.1304
Si	-0.0085	-0.1464	-0.0436
Si	-0.1227	-0.0355	0.0241
Si	0.0236	0.0188	-0.1069
Si	0.1279	0.0434	0.0629
Si	-0.0399	0.0466	0.0776
Si	0.128	-0.1822	-0.026
Si	0.047	0.0153	-0.0706
Si	-0.0441	-0.0626	0.1772
Si	-0.1667	-0.0555	-0.0665
Si	-0.0137	0.0284	0.0741
Si	0.0248	0.0719	-0.0367
Si	0.0534	0.0145	0.0931
Si	-0.0459	0.0145	-0.0029
Si	0.0104	-0.0411	0.109
Si	0.0015	0.08	-0.0613
Si	0.0408	0.0078	0.1711
Si	-0.0382	-0.01	-0.0044
Si	0.0059	0.0312	0.177
Si	-0.0006	0.0813	-0.1004
Si	0.0795	-0.0157	0.1695
Si	-0.0568	-0.0112	-0.0531
Si	-0.0744	0.0651	0.0363
Si	0.0433	-0.0126	-0.0596
Si	0.0389	-0.0761	0.0691
Si	0.0365	0.0436	-0.0166
Si	-0.0365	0.0551	-0.0498
Si	0.0193	-0.1077	0.022
Si	-0.0624	-0.0318	-0.1876
Si	0.0013	-0.0686	0.0659
Si	-0.0171	-0.1737	-0.0629
Si	0.0282	0.0754	0.1172
Si	-0.1145	-0.216	-0.0638
Si	0.0954	0.1773	-0.0588
Si	-0.0495	-0.0522	0.1312
Si	0.0208	0.0192	0.074
Si	0.0754	-0.0455	-0.4017
Si	0.0592	0.2238	-0.0923
Si	0.0893	-0.1595	0.2156
Si	-0.0208	0.2267	0.2011
Si	-0.0451	-0.0667	0.0338
Si	0.0097	-0.0235	0.2121
Si	0.091	0.0598	0.1154
Si	0.1499	0.2477	0.1896
Si	-0.16	-0.1575	0.0691
Si	-0.0829	0.0602	0.2464
Si	-0.2725	-0.0876	-0.0087
Si	-0.0086	0.0591	0.3375
Si	0.1936	-0.0495	0.0758
Si	0.1067	0.1923	0.2634
Si	0.0459	0.1021	0.134
Si	-0.2158	-0.0009	0.2852
Si	-0.0645	0.0327	0.7466
Si	0.1424	-0.1937	-0.0969
Si	0.0895	0.0019	0.3298
Si	0.0127	-0.0355	0.3148
Si	-0.1708	-0.0637	0.6393
Si	0.019	-0.0019	0.1727
Si	-0.0001	0.0516	0.3437
Si	-0.0069	0.0572	0.2234
Si	-0.0126	0.2744	0.6132
Si	-0.1111	-0.4684	0.0333
Si	-0.0034	-0.1924	0.3193
Si	-0.0735	0.1619	0.332
Si	0.0417	-0.0212	0.1507
Si	0.065	0.0949	0.268
Si	0.0623	0.0675	-0.012
Si	0.0012	-0.103	-0.0521
Si	-0.1921	0.0917	0.1823
Si	0.0334	-0.0575	0.2576
Si	0.1447	-0.2048	-0.2849
Si	-0.0992	-0.0005	0.3591
Si	0.1573	0.1994	0.3108
Si	-0.0399	-0.1621	-0.4632
Si	0.147	0.02	0.1759
Si	-0.0965	-0.0805	-0.4004
Si	0.1009	-0.1132	0.0234
Si	-0.1081	0.1082	0.2234
Si	-0.0229	0.1483	0.4911
Si	-0.0836	0.1184	-0.2719
Si	0.026	-0.2035	0.0917
Si	0.0841	0.0617	-0.0722
Si	0.1945	0.0529	-0.1176
Si	0.15	-0.0249	-0.2029
Si	0.0497	0.2384	-0.3908
Si	-0.0111	-0.0631	-0.4622
Si	0.0504	0.0959	0.482
Si	-0.0804	-0.0061	0.3006
Si	-0.0213	-0.3066	0.4097
Si	0.112	-0.1136	0.2859
Si	-0.0446	-0.0412	-0.4326
Si	-0.0443	0.0656	-0.5586
Si	-0.1041	-0.2562	-0.4007
Si	0.0419	-0.0533	-0.0349
Si	0.0043	-0.1755	-0.0346
Si	-0.0564	-0.0768	-0.0518
Si	0.0774	0.0866	0.3945
Si	0.0275	0.0968	-0.1916
Si	-0.0473	0.068	0.0512
Si	-0.0694	0.1834	-0.0246
O	-0.0891	0.0503	0.6611
O	-0.3119	0.1216	0.0693
O	-0.0651	0.0831	0.302
O	-0.0678	0.1013	0.4764
O	0.1004	-0.0636	0.3033
O	-0.0522	0.0991	0.0236
O	0.1086	-0.1037	-0.2912
O	0.0134	-0.118	0.1341
O	-0.3473	-0.1369	0.0732
O	0.0016	0.0112	0.4495
O	-0.0414	0.1242	-0.0596
O	0.0683	-0.2232	0.4363
O	0.0439	0.0116	0.0589
O	-0.0373	0.0976	0.1115
O	0.1728	0.0908	0.5377
O	-0.0448	-0.0995	-0.1997
O	0.236	-0.1258	0.2295
O	-0.0663	-0.1667	0.5353
O	-0.1136	0.0232	-0.0462
O	0.0175	0.0576	0.1437
O	-0.1455	-0.192	0.2696
O	-0.1538	-0.0274	0.3822
O	-0.0519	-0.0018	-0.0704
O	-0.0177	0.0455	0.1402
O	-0.1206	-0.0045	-0.2272
O	-0.2373	0.0223	-0.0476
O	-0.0366	-0.1545	-0.1305
O	0.208	0.0046	-0.5507
O	0.0157	-0.2247	-0.2174
O	0.0909	0.0388	-0.1565
O	0.217	0.2147	-0.3671
O	-0.1392	0.0758	-0.2919
O	-0.1684	-0.0846	-0.3188
O	0.0227	-0.0367	-0.0117
O	0.0669	0.1088	-0.1421
O	-0.0614	0.0288	0.0037
O	0.0678	-0.1304	-0.1181
O	0.1305	0.0128	-0.4955
O	-0.3092	0.1295	-0.3127
O	0.0512	0.1439	-0.0822
O	0.0786	0.0153	-0.159
O	-0.2158	0.0637	-0.4356
O	-0.0148	0.1394	0.096
O	-0.0304	0.3791	-0.5193
O	-0.0131	-0.3873	-0.361
O	-0.025	0.0388	0.0373
O	0.1308	0.1335	-0.282
O	0.0028	-0.087	-0.3728
O	0.0147	0.1057	-0.141
O	-0.0798	0.0835	0.282
O	0.059	-0.1101	0.1151
O	-0.0541	-0.0935	0.058
O	0.0402	0.2723	0.3541
O	0.0017	-0.0555	-0.0876
O	0.0773	-0.0342	-0.2774
O	0.0823	-0.0779	0.0112
O	-0.003	-0.0896	-0.5157
O	0.014	0.0448	0.0396
O	0.2172	-0.143	-0.4826
O	-0.0543	-0.054	0.0472
O	0.0535	-0.0546	-0.0764
O	-0.0841	-0.0402	-0.41
O	-0.096	-0.129	-0.0522
O	-0.0145	-0.1033	-0.0584
O	-0.0186	-0.0386	-0.0798
O	0.0686	-0.0805	-0.0926
O	-0.0115	-0.0798	0.001
O	-0.036	-0.0985	0.1425
O	-0.0307	-0.0307	-0.1555
O	0.0101	0.0157	-0.1021
O	0.07	0.0017	0.1546
O	-0.0204	0.2076	-0.1043
O	0.1251	-0.0783	-0.3348
O	0.0659	0.0758	-0.4333
O	0.0341	0.0159	-0.0035
O	-0.0666	0.0725	0.3306
O	0.0234	0.009	-0.0899
O	0.0335	-0.0152	-0.5282
O	-0.0643	-0.0308	0.037
O	-0.0079	0.0018	0.0717
O	-0.0598	0.0573	-0.2295
O	-0.0667	0.0839	0.2452
O	0.094	-0.0131	-0.1102
O	-0.0053	-0.0195	0.1016
O	0.0031	0.0406	0.227
O	0.0743	0.0127	0.1216
O	-0.0341	0.0572	0.2168
O	-0.0091	0.1218	-0.08
O	-0.0147	0.0402	0.0175
O	0.0378	-0.1181	0.1946
O	0.0213	0.0729	0.1548
O	0.0113	-0.0266	0.1149
O	-0.0236	0.055	-0.1823
O	0.0249	-0.068	0.0782
O	0.0205	0.0737	0.422
O	-0.021	0	0.3987
O	0.0339	-0.076	-0.3368
O	0.0676	-0.0401	0.0289
O	0.0183	0.1044	0.3501
O	0.0084	0.0158	0.1497

The program warned: the cutoff lies below the one the program advises for these potential files.
